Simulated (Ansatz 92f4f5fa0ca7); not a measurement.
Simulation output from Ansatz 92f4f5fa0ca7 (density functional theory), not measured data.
Periodic cell of 348 atoms, Si240O108, from a study of silicon, its oxide and their interface. The atomic structure is a simulated model.
Doubt: the cutoff is far below the 930 eV that the study's wrapper takes by default for these files, so forces and energies are approximate.
This geometry differs little from another in the collection (a relaxation step or a small displacement).

Settings
functional: PBE
potential files: Ansatz PAW
basis: plane waves
wave-function cutoff: 580 eV
density cutoff ratio: 5
exchange-correlation grid ratio: 1
k mesh: 1 x 1 x 1, Gamma-centred
self-consistency stop: 5e-08 eV per atom in the density residual
occupations: fixed
spin: none
net charge: 0

Cell vectors (angstrom)
a, 11.6015, 0, 0
b, 0, 13.3963, 0
c, 0, 0, 40.372

Atoms and the computed forces on them: element, x, y, z (angstrom), force x, y, z (eV/angstrom)
Si, 0, 2.2327, 1.1851, -0.0045, -0.0019, 0.008
Si, 3.8672, 2.2327, 1.1851, 0.0052, -0.0003, 0.0196
Si, 7.7343, 2.2327, 1.1851, 0.0114, -0.0137, -0.0129
Si, 1.9336, 5.5818, 1.1851, -0.0038, 0.0143, -0.0107
Si, 5.8008, 5.5818, 1.1851, -0.0002, 0.0002, 0.0219
Si, 9.6679, 5.5818, 1.1851, 0.0077, -0.0184, -0.0078
Si, 0, 8.9308, 1.1851, 0.0052, -0.0023, 0.005
Si, 3.8672, 8.9308, 1.1851, -0.0077, 0.0133, -0.0219
Si, 7.7343, 8.9308, 1.1851, 0.0007, 0.0108, 0.0152
Si, 1.9336, 12.2799, 1.1851, 0.01, -0.0003, 0.0068
Si, 5.8008, 12.2799, 1.1851, 0.0055, -0.0059, 0.0352
Si, 9.6679, 12.2799, 1.1851, 0.0122, -0.0002, -0.0138
Si, 1.9336, 1.1164, 1.9745, -0.0317, -0.0117, -0.0077
Si, 5.8008, 1.1164, 1.9745, 0.0267, 0.0349, -0.0086
Si, 9.6679, 1.1164, 1.9745, -0.0242, 0.0031, 0.0029
Si, 0, 4.4654, 1.9745, -0.0195, 0.0423, -0.0004
Si, 3.8672, 4.4654, 1.9745, -0.0069, 0.0111, -0.0069
Si, 7.7343, 4.4654, 1.9745, 0.0211, 0.0127, -0.0098
Si, 1.9336, 7.8145, 1.9745, 0.0206, -0.0399, 0.0046
Si, 5.8008, 7.8145, 1.9745, -0.0222, 0.0153, -0.0063
Si, 9.6679, 7.8145, 1.9745, 0.0105, 0.0143, -0.0052
Si, 0, 11.1635, 1.9745, -0.0621, 0.0025, 0.003
Si, 3.8672, 11.1635, 1.9745, -0.0284, -0.072, -0.0055
Si, 7.7343, 11.1635, 1.9745, 0.004, -0.0161, 0.0018
Si, 1.9336, 1.1164, 4.3426, -0.0981, 0.0094, 0.0172
Si, 5.8008, 1.1164, 4.3426, 0.0911, 0.0988, -0.0232
Si, 9.6679, 1.1164, 4.3426, -0.0503, 0.0228, -0.1769
Si, 0, 4.4654, 4.3426, -0.0401, 0.1338, -0.0939
Si, 3.8672, 4.4654, 4.3426, -0.0238, 0.0958, 0.0465
Si, 7.7343, 4.4654, 4.3426, 0.0632, 0.0721, 0.0095
Si, 1.9336, 7.8145, 4.3426, 0.0336, -0.0759, -0.1497
Si, 5.8008, 7.8145, 4.3426, -0.0725, 0.0708, 0.1207
Si, 9.6679, 7.8145, 4.3426, 0.0317, 0.058, 0.1558
Si, 0, 11.1635, 4.3426, -0.1897, 0.003, -0.0739
Si, 3.8672, 11.1635, 4.3426, -0.064, -0.1624, -0.0842
Si, 7.7343, 11.1635, 4.3426, 0.0165, -0.0003, 0.0837
Si, 0, 0, 36.0314, 0.0941, -0.0908, 0.093
Si, 3.8672, 0, 36.0314, -0.0294, -0.0458, 0.0746
Si, 7.7343, 0, 36.0314, 0.0554, -0.0517, -0.0062
Si, 1.9336, 3.3491, 36.0314, 0.0307, -0.0388, -0.0681
Si, 5.8008, 3.3491, 36.0314, 0.0278, 0.0154, 0.1292
Si, 9.6679, 3.3491, 36.0314, 0.0293, -0.0663, -0.0125
Si, 0, 6.6981, 36.0314, -0.0201, -0.0413, -0.0762
Si, 3.8672, 6.6981, 36.0314, 0.0443, 0.0047, -0.0859
Si, 7.7343, 6.6981, 36.0314, 0.0357, 0.0642, 0.0867
Si, 1.9336, 10.0472, 36.0314, -0.0908, 0.0696, 0.0925
Si, 5.8008, 10.0472, 36.0314, 0.0798, -0.0699, -0.0897
Si, 9.6679, 10.0472, 36.0314, 0.0313, -0.0574, -0.048
Si, 0, 0, 38.3995, 0.0358, -0.0218, -0.0018
Si, 3.8672, 0, 38.3995, -0.009, -0.008, 0.0064
Si, 7.7343, 0, 38.3995, 0.025, -0.0024, 0.0066
Si, 1.9336, 3.3491, 38.3995, 0.0076, 0.0064, 0.0009
Si, 5.8008, 3.3491, 38.3995, 0.0161, 0.0092, 0.0019
Si, 9.6679, 3.3491, 38.3995, 0.0045, -0.0208, 0.0042
Si, 0, 6.6981, 38.3995, -0.0046, -0.009, 0.0022
Si, 3.8672, 6.6981, 38.3995, 0.0113, 0.0192, 0.0031
Si, 7.7343, 6.6981, 38.3995, 0.0114, 0.0353, -0.0066
Si, 1.9336, 10.0472, 38.3995, -0.0294, 0.0392, -0.0001
Si, 5.8008, 10.0472, 38.3995, 0.024, -0.0162, 0.0075
Si, 9.6679, 10.0472, 38.3995, 0.0125, -0.0075, 0.0004
Si, 0, 2.2327, 39.1889, -0.0019, 0.0001, -0.0095
Si, 3.8672, 2.2327, 39.1889, 0.0014, -0.0022, -0.0112
Si, 7.7343, 2.2327, 39.1889, -0.0094, 0.0136, 0.0064
Si, 1.9336, 5.5818, 39.1889, 0, -0.01, -0.0113
Si, 5.8008, 5.5818, 39.1889, 0.0057, -0.0054, -0.0086
Si, 9.6679, 5.5818, 39.1889, -0.0106, 0.0147, -0.0086
Si, 0, 8.9308, 39.1889, 0.0033, 0.0063, 0
Si, 3.8672, 8.9308, 39.1889, -0.0025, -0.0099, -0.016
Si, 7.7343, 8.9308, 39.1889, -0.0004, -0.014, 0.0048
Si, 1.9336, 12.2799, 39.1889, -0.0084, -0.005, 0.0258
Si, 5.8008, 12.2799, 39.1889, -0.0089, 0.008, -0.0201
Si, 9.6679, 12.2799, 39.1889, -0.0087, 0.0049, -0.0047
Si, 0.0966, -0.1323, 28.8115, -0.005, 0.0133, 0.0407
Si, 3.8848, -0.0475, 28.9345, 0.0025, 0.0025, 0.041
Si, 7.6751, 0.0621, 29.0436, 0.0098, 0.0087, 0.0366
Si, 2.0094, 3.4418, 29.063, 0.0133, -0.0127, 0.0018
Si, 5.9538, 3.2041, 29.0208, 0.0098, -0.0173, 0.0298
Si, 9.7944, 3.2225, 28.9296, 0.0015, 0.0108, 0.0349
Si, 0.0386, 6.6702, 29.0071, 0.014, 0.0005, 0.0474
Si, 3.9372, 6.6221, 28.95, 0.0104, 0.003, 0.0539
Si, 7.8166, 6.7053, 28.8893, -0.0035, -0.0163, 0.0431
Si, 1.9848, 9.9188, 28.9513, -0.0579, 0.0029, 0.0721
Si, 5.8362, 10.074, 28.9604, 0.007, 0.0091, 0.066
Si, 9.6612, 10.0502, 28.7021, -0.007, 0.0066, 0.0498
Si, 0.128, 2.1254, 29.6634, 0.0015, -0.0011, -0.023
Si, 3.9241, 2.1996, 29.7141, -0.002, 0.0144, -0.0191
Si, 7.8702, 2.2219, 29.921, -0.0034, -0.0045, -0.0062
Si, 1.9871, 5.6315, 29.8744, -0.0119, 0.0064, -0.0262
Si, 5.8949, 5.504, 29.6358, -0.0032, 0.0161, -0.0165
Si, 9.7119, 5.5005, 29.6728, -0.0043, -0.0067, -0.0233
Si, -0.0336, 8.9334, 29.6657, 0.0269, -0.0033, -0.014
Si, 3.9395, 8.8656, 29.7204, 0.02, -0.0135, -0.0156
Si, 7.7844, 8.936, 29.6652, 0.0102, 0.0013, -0.024
Si, 1.981, 12.1773, 29.7079, 0.0031, 0.0083, -0.0183
Si, 5.8058, 12.2683, 29.8239, -0.0059, -0.0048, -0.019
Si, 9.6725, 12.2691, 29.5521, -0.0086, -0.0046, -0.0155
Si, 0.0588, 2.1772, 32.0501, 0.0007, -0.0015, 0.0172
Si, 3.9006, 2.21, 32.0883, 0.0006, 0.0025, 0.0131
Si, 7.8035, 2.2177, 32.2342, 0.0043, 0.0043, 0.0055
Si, 1.9633, 5.6014, 32.1945, 0.0032, 0.002, 0.0161
Si, 5.8452, 5.5418, 32.0354, 0.0053, -0.0034, 0.0139
Si, 9.6939, 5.5384, 32.056, -0.0018, -0.0009, 0.0156
Si, -0.005, 8.9296, 32.052, -0.0127, -0.0018, -0.0008
Si, 3.9063, 8.8967, 32.088, -0.0009, -0.0022, 0.0196
Si, 7.7702, 8.9215, 32.0479, 0.0053, 0.0015, 0.0148
Si, 1.9574, 12.2351, 32.0788, 0.0004, -0.001, 0.0119
Si, 5.8038, 12.2628, 32.1622, -0.0035, 0.0064, 0.0053
Si, 9.6775, 12.2587, 31.9824, 0.0021, 0.0025, 0.0092
Si, 1.9758, 1.0772, 32.8743, -0.0028, 0.0054, -0.004
Si, 5.8269, 1.1074, 32.9129, 0.0001, -0.0058, -0.0054
Si, 9.7373, 1.0655, 32.8859, -0.009, 0.0013, -0.0035
Si, 0.0233, 4.4238, 32.8644, -0.0013, -0.0003, -0.0042
Si, 3.9077, 4.4507, 32.8798, -0.0036, -0.0028, -0.0013
Si, 7.7659, 4.4685, 32.9094, -0.0018, -0.0067, -0.0047
Si, 1.9414, 7.8429, 32.8948, 0.0035, -0.0134, -0.0114
Si, 5.8423, 7.7802, 32.8483, -0.0044, -0.0008, -0.0072
Si, 9.6867, 7.7849, 32.8511, 0.0055, 0.0039, 0.0038
Si, -0.0048, 11.1549, 32.8464, -0.0043, -0.0002, 0.001
Si, 3.8774, 11.124, 32.8999, 0.0036, 0.0057, -0.0071
Si, 7.7646, 11.1482, 32.8626, -0.0005, -0.0002, -0.0058
Si, 1.9365, 1.1111, 35.2417, 0.0008, 0.0003, 0.002
Si, 5.7998, 1.1163, 35.2644, 0.0036, 0.0026, -0.0051
Si, 9.6812, 1.1033, 35.2493, -0.0004, 0.0031, -0.005
Si, -0.0016, 4.4566, 35.2357, 0.0014, 0.0014, 0.0001
Si, 3.8761, 4.4619, 35.2451, -0.0003, 0.0021, -0.0041
Si, 7.7357, 4.4723, 35.2633, 0.0028, -0.001, -0.0056
Si, 1.9317, 7.8255, 35.2544, 0.0033, -0.0033, -0.0012
Si, 5.8079, 7.8074, 35.2275, -0.0023, 0.0036, 0.001
Si, 9.6689, 7.8089, 35.2293, -0.0042, 0.0008, -0.0035
Si, -0.0047, 11.1639, 35.2272, 0.0038, 0.001, -0.0027
Si, 3.8656, 11.1566, 35.2567, -0.001, 0.0002, -0.0028
Si, 7.7421, 11.1619, 35.2361, 0.0015, -0.0004, -0.0016
Si, -0.015, 0.0011, 5.1221, 0.001, -0.0019, 0.0002
Si, 3.8716, -0.0103, 5.0848, -0.0018, -0.0022, 0.0077
Si, 7.7372, 0.0029, 5.127, -0.0012, -0.0014, 0.0057
Si, 1.9219, 3.3553, 5.1138, 0.0013, 0.0087, -0.0026
Si, 5.8053, 3.363, 5.1308, -0.0001, -0.0063, 0.0009
Si, 9.6746, 3.3464, 5.1221, -0.0018, 0.0011, 0.002
Si, 0.0104, 6.7082, 5.1449, -0.0046, 0.003, 0.0059
Si, 3.8641, 6.7022, 5.152, -0.0044, -0.0029, 0.003
Si, 7.7309, 6.7057, 5.1381, 0.0022, 0.0011, 0.0053
Si, 1.9116, 10.0372, 5.1067, 0.001, -0.0016, 0.0052
Si, 5.7975, 10.0574, 5.1468, -0.0016, -0.0023, -0.0019
Si, 9.6634, 10.0504, 5.1603, 0.0003, -0.001, 0.0005
Si, -0.0666, 0.0056, 7.4829, 0.0067, 0.0018, 0.004
Si, 3.8582, -0.015, 7.4213, -0.0123, 0.0094, -0.0031
Si, 7.7276, 0.0348, 7.4924, -0.0108, -0.0078, -0.0002
Si, 1.8937, 3.3736, 7.4685, -0.0107, 0.0042, 0.0136
Si, 5.8023, 3.4115, 7.4962, -0.0073, 0.0034, 0.0017
Si, 9.6842, 3.3572, 7.4841, -0.0141, 0.0018, 0.0018
Si, 0.0245, 6.7311, 7.5231, 0.0011, -0.0054, -0.0138
Si, 3.8466, 6.73, 7.536, -0.0004, 0.0049, 0.0042
Si, 7.7199, 6.7402, 7.5118, -0.0116, -0.0059, -0.0053
Si, 1.8086, 10.0309, 7.4578, 0.0152, 0.0094, 0.0095
Si, 5.74, 10.1018, 7.5252, 0.0077, -0.0031, 0.0036
Si, 9.6055, 10.0659, 7.5525, 0.0046, -0.0055, -0.0033
Si, -0.0021, 2.2154, 8.3101, 0.0124, -0.0003, -0.0169
Si, 3.8441, 2.2312, 8.0881, -0.0018, -0.0089, 0.003
Si, 7.7398, 2.2769, 8.2639, 0.0066, 0.0058, -0.0084
Si, 1.9373, 5.5773, 8.3692, -0.0274, 0.0071, -0.0481
Si, 5.7911, 5.6511, 8.3497, 0.0163, -0.0034, 0.0106
Si, 9.6854, 5.6076, 8.1974, 0.0077, 0.0025, 0.0024
Si, -0.1003, 8.9331, 8.4197, -0.0097, 0.0005, -0.0217
Si, 3.7569, 9.003, 8.2473, -0.0231, 0.0008, -0.0074
Si, 7.6546, 8.9717, 8.3355, -0.0001, 0.0034, -0.0057
Si, 1.8864, 12.2731, 8.1249, 0.0038, -0.0069, -0.0052
Si, 5.799, 12.3569, 8.3137, 0.0191, 0.0074, -0.0031
Si, 9.6124, 12.2984, 8.3704, -0.0079, 0.0018, -0.0109
Si, 0.0202, 2.1181, 10.6975, 0.0128, -0.0057, 0.0075
Si, 3.845, 2.144, 10.3795, 0.0078, 0.0065, 0.0078
Si, 7.788, 2.3357, 10.623, 0.0019, -0.0187, 0.0117
Si, 1.9576, 5.3338, 10.7644, 0.0942, -0.219, 0.0272
Si, 5.7497, 5.6808, 10.7455, -0.011, 0.0176, 0.0015
Si, 9.7188, 5.5902, 10.5241, 0.0066, -0.0191, 0.0218
Si, -0.2688, 8.9459, 10.8573, -0.0139, -0.032, 0.0238
Si, 3.6818, 9.1902, 10.5866, 0.0046, 0.0271, 0.0041
Si, 7.5478, 8.9769, 10.7198, 0.0117, 0.0089, 0.0224
Si, 1.8272, 12.2298, 10.434, -0.0147, 0.0029, 0.006
Si, 5.819, 12.4751, 10.7028, 0.0244, -0.0098, 0.0176
Si, 9.539, 12.3103, 10.7833, 0.0017, -0.0333, 0.0051
Si, 2.0137, 0.9621, 11.3203, 0.0128, 0.0018, -0.028
Si, 5.806, 1.3823, 11.3655, -0.0214, 0.0048, -0.0277
Si, 9.636, 1.1514, 11.521, -0.0097, 0.0257, -0.008
Si, -0.0457, 4.3255, 11.4417, -0.0485, 0.0747, -0.0281
Si, 3.9442, 4.2596, 11.3402, -0.0253, -0.0132, 0.0173
Si, 7.791, 4.5815, 11.3465, -0.0034, 0.0174, -0.0163
Si, 1.803, 8.3138, 11.7377, 0.0012, 0.0291, -0.0201
Si, 5.492, 8.0201, 11.4467, 0.0071, -0.0315, -0.0077
Si, 9.3373, 7.6811, 11.5474, 0.0095, 0.0049, -0.0339
Si, -0.094, 11.2289, 11.4448, 0.0331, 0.0053, -0.0299
Si, 3.8518, 11.4123, 11.3049, -0.0105, -0.0102, -0.0118
Si, 7.583, 11.1975, 11.6221, -0.0049, 0.0055, -0.0381
O, 2.1766, -20.0687, 11.615, -0.0386, 0.1314, 0.0031
O, 5.1118, 8.5643, 12.9894, -0.0038, 0.009, 0.0167
O, 9.5777, 1.2713, 13.1837, 0.0082, -0.0039, 0.0387
O, 8.8084, 7.2728, 13.1078, -0.0088, -0.0228, 0.0231
O, 2.3435, 0.5373, 12.9095, 0.0083, -0.0167, 0.0215
O, 5.6281, 2.0545, 12.9097, 0.0105, -0.0088, 0.0255
O, 1.7503, 8.6302, 13.3721, -0.007, 0.0018, 0.0321
O, 0.0263, 11.3466, 13.0967, -0.0006, -0.0032, 0.0302
O, 3.8665, 11.6718, 12.9634, 0.0014, 0.0045, 0.0041
O, -0.1109, 4.1292, 13.1023, 0.0141, -0.003, 0.0037
O, 8.103, 4.6801, 12.9865, 0.0149, 0.0081, 0.0156
O, 7.3316, 11.2283, 13.2851, 0.0031, -0.007, 0.0425
O, 6.2055, 2.8515, 27.4008, 0.0052, -0.0189, -0.025
O, 2.0405, 9.7386, 27.308, 0.0348, 0.0002, -0.043
O, -4.3096, 0.3274, 27.4312, -0.0106, 0.006, -0.0222
O, 11.6266, 6.6187, 27.3592, -0.005, 0.0003, -0.0511
O, 7.8894, 6.8997, 27.227, 0.0029, 0.0082, -0.0432
O, 0.2914, 13.0446, 27.168, 0.0036, -0.0089, -0.0431
O, 9.6254, 10.0482, 27.0145, -0.0052, 0.0086, -0.0555
O, 3.8682, 6.5882, 27.2827, -0.0098, 0.0072, -0.0368
O, 5.8347, 10.2221, 27.312, -0.0093, -0.0089, -0.0553
O, 9.9041, 2.9524, 27.2765, -0.001, -0.0014, -0.0202
O, -21.2091, -9.5244, 27.4702, 0.0014, -0.0107, -0.0243
O, 3.8594, -0.0721, 27.2682, 0.0017, -0.0022, -0.033
Si, 6.3259, 15.1543, 17.3715, -0.0056, 0.0011, -0.0008
Si, 1.0512, 7.8388, 14.6271, 0.0013, -0.0143, 0.0222
Si, 9.2351, 10.7532, 25.5655, -0.0023, 0.0023, 0.0127
Si, 3.2057, 8.5138, 16.7251, 0.0054, -0.0022, -0.0113
Si, -3.3819, -0.6089, 16.5873, 0.0005, -0.0103, 0.0012
Si, 9.1362, 3.1959, 25.8553, -0.0143, -0.0147, 0.0161
Si, 7.6506, 10.4924, 14.7223, -0.0197, -0.0128, -0.0193
Si, 4.8073, 6.1088, 18.1056, 0.0073, -0.0058, -0.0144
Si, 11.1573, 10.0298, 20.337, -0.0036, 0.0067, 0.0008
Si, 10.1021, 3.5363, 23.0154, 0.0007, 0, 0.0065
Si, 3.8104, 1.6683, 15.5175, 0.0058, 0.0047, -0.0204
Si, 4.238, 8.7143, 24.3004, -0.0009, 0.0018, -0.0062
Si, 10.9053, 3.2037, 16.6579, 0.0044, -0.0061, -0.0029
Si, 7.5743, 6.0106, 25.8927, 0.0041, -0.0064, 0.0248
Si, 0.4195, 11.9886, 14.5447, 0.0134, 0.0159, 0.0045
Si, 6.7679, 1.5865, 26.5138, -0.0005, 0.0064, 0.0128
Si, 5.865, 5.5745, 15.3336, 0.0048, -0.0044, -0.012
Si, 9.4777, 6.4314, 23.7692, 0.0003, -0.0018, 0.0045
Si, 8.5519, 5.8923, 13.9911, -0.0099, 0.0121, -0.0043
Si, -3.9445, 6.5749, 19.2345, -0.0174, -0.0013, -0.003
Si, 3.0971, 12.8035, 13.852, -0.0018, 0.0035, 0.0025
Si, 3.428, 3.8351, 19.7949, 0.0038, 0.0026, -0.0098
Si, 8.4704, 3.6707, 18.4874, -0.0045, 0.0006, -0.0034
Si, 1.2698, 2.844, 21.7919, -0.0018, -0.0067, -0.0023
Si, 3.4823, -0.9867, 20.7613, -0.0015, -0.0039, -0.0021
Si, 11.6824, 12.47, 25.6464, 0.0017, -0.0005, 0.0147
Si, 7.4846, 9.0458, 20.7038, 0.0019, -0.0028, -0.0024
Si, 1.6419, 9.6386, 25.7379, -0.0214, -0.0052, -0.0033
Si, 1.8817, 2.0699, 17.7973, -0.0004, -0.0031, -0.0055
Si, 4.6939, 3.3653, 13.3722, -0.0014, 0.0102, -0.0321
Si, 2.5936, 10.1809, 19.2427, -0.0026, -0.0016, -0.006
Si, -1.7734, 12.7167, 19.4509, -0.0024, -0.002, -0.0091
Si, 4.4125, 6.0105, 25.8481, -0.0135, -0.012, 0.0063
Si, 4.4261, 13.3502, 25.7341, 0.0138, 0.0019, 0.0081
Si, 1.9018, 1.2875, 24.3957, 0.0014, -0.0049, 0.0036
Si, 4.4359, 9.6889, 21.4029, -0.0034, 0.0015, -0.0042
Si, 1.064, 0.4581, 20.0065, 0, 0.0008, -0.0064
Si, 8.4863, 15.0959, 20.9164, 0.0049, 0.0053, -0.001
Si, 9.7249, 9.2495, 22.7676, -0.0013, 0.0032, 0.005
Si, 10.4044, 9.7349, 15.6381, -0.0075, 0.0081, -0.0014
Si, 6.0587, 10.6561, 25.7611, 0.0058, 0.024, 0.0088
Si, 9.3156, 8.7623, 18.4994, 0.0003, 0.007, -0.0071
Si, 5.4646, 14.8712, 20.3236, -0.0005, 0.0018, -0.0052
Si, 5.2782, 8.503, 14.6089, 0.0184, -0.0025, -0.0019
Si, 2.1749, 4.1211, 25.8847, -0.0092, 0.0026, 0.0253
Si, -0.1602, 5.0439, 14.4505, -0.0034, 0.0123, -0.0027
Si, 0.3395, 6.6933, 25.7756, 0.0165, -0.0097, 0.0213
Si, 10.1273, 14.2812, 14.6674, 0.0042, 0.006, -0.0102
O, 9.0243, 0.1782, 20.6001, 0.0001, 0.0001, 0.0036
O, 4.5466, 0.2407, 20.8643, 0.0021, -0.0006, -0.0001
O, 0.2547, 4.2185, 15.7926, -0.0099, -0.009, 0.002
O, -0.2546, 13.2734, 19.2689, -0.0018, -0.0018, 0.0015
O, 2.4294, 1.6149, 16.3539, -0.009, 0.0028, 0.0078
O, 1.3072, 5.4243, 25.3959, -0.0134, 0.0109, 0.0164
O, 11.0499, 9.8096, 21.9627, 0.0053, 0, -0.0036
O, 7.2295, 16.5002, 17.5811, 0.0062, -0.0027, 0.0022
O, 3.5355, 2.7967, 14.3711, -0.0037, 0.0021, -0.0002
O, -3.5917, 4.9908, 19.3289, 0.0015, 0.0066, -0.0021
O, 1.9371, -0.4615, 21.0591, 0.0008, -0.0005, 0.0019
O, 4.0806, 5.2629, 19.3153, -0.005, -0.0069, 0.0051
O, 3.2175, 0.3771, 24.7317, -0.0086, 0.0036, 0.0026
O, 3.7089, 4.5685, 25.5171, 0.0055, -0.0035, 0.0016
O, 4.1837, 9.2136, 15.6011, -0.0233, -0.0046, 0.0139
O, 4.1117, 0.2038, 14.8501, 0.0034, 0.0027, 0.001
O, 4.2479, 8.7181, 22.6812, -0.0004, -0.0003, -0.0058
O, 5.0807, 11.9038, 25.3646, -0.0005, -0.0023, 0.0093
O, -3.9638, 7.392, 20.6698, 0.0044, -0.004, -0.0003
O, 1.0689, 10.3246, 19.827, 0.0009, -0.0017, 0.0022
O, 9.654, 9.7972, 24.303, 0.0021, -0.0064, -0.0038
O, 2.1058, 0.8142, 18.8063, 0.0005, -0.0039, 0.0045
O, 5.9947, 5.696, 25.8649, 0.0015, -0.0021, 0.004
O, 5.9739, 9.6034, 20.8754, 0.0011, 0.001, 0.0015
O, 5.5997, 4.3852, 14.2697, -0.0017, 0.0141, 0.0179
O, 9.4174, 5.0228, 22.9343, -0.0003, -0.0012, 0.0014
O, 9.1963, 13.145, 15.3448, 0.0025, 0, -0.0029
O, 8.0396, 6.7449, 24.5093, 0.012, 0.0074, -0.0112
O, 9.9303, 5.5424, 14.7507, 0.0192, -0.0059, -0.0029
O, 4.6326, 2.8781, 20.3537, -0.0012, -0.0027, 0.0011
O, 0.8371, 6.2903, 14.1894, -0.0195, 0.0041, 0.0049
O, 9.8515, 7.6272, 22.7524, 0.0003, 0.0058, 0.0026
O, 10.5918, 8.7151, 19.5329, -0.0002, -0.0018, 0.0024
O, -1.8111, 9.4571, 17.1166, -0.004, -0.0073, 0.0134
O, 11.3604, 11.0617, 15.7177, -0.0053, -0.0082, -0.0074
O, 6.7132, 9.1799, 14.9566, 0.0036, 0.0072, -0.0078
O, 0.833, 11.0235, 25.3824, -0.0053, 0.0046, 0.0051
O, 6.8595, 1.6438, 21.178, -0.0006, -0.0015, 0.001
O, 2.3121, 3.8685, 21.0197, -0.0001, 0.0006, 0.003
O, -1.5055, 11.2193, 19.997, 0.0034, -0.0039, 0.0009
O, 2.9934, 9.6145, 24.8412, 0.0336, -0.0024, -0.021
O, 5.0548, 2.1342, 16.4456, 0.013, -0.0005, 0.0041
O, 5.638, 9.3705, 24.8434, -0.0086, -0.0108, -0.0023
O, 7.1472, 13.9847, 16.6377, -0.0011, 0.0091, -0.0037
O, 2.7171, 3.3189, 18.4178, 0.0017, 0.003, 0.0032
O, 8.4085, 4.631, 25.9886, 0.0029, 0.0057, -0.0041
O, 7.4755, 11.4214, 16.0694, 0.0059, 0.011, 0.0074
O, -0.3876, 8.4727, 15.0294, 0.0177, -0.0058, -0.0039
O, 9.191, 9.9938, 14.595, 0.0078, 0.0019, 0.0078
O, 9.0129, 12.6709, 18.023, 0.0026, 0.002, 0.0059
O, -2.8147, 7.2374, 18.2404, -0.0004, -0.0056, -0.001
O, 0.8699, 8.214, 25.4302, -0.0162, -0.0093, 0.0099
O, -1.8403, 3.9684, 17.5372, -0.0049, -0.001, -0.003
O, 11.642, 3.6709, 22.4739, 0.0042, -0.0022, -0.0005
O, 10.0797, 12.1623, 25.4205, -0.0021, -0.0026, 0.0043
O, 8.0552, 9.5465, 19.234, -0.0034, -0.0004, 0.0024
O, 0.2963, 2.4172, 17.6755, -0.002, 0.0013, -0.0091
O, -2.7329, 2.5397, 19.5759, -0.002, -0.0009, 0.003
O, 10.5913, 6.3977, 24.9459, 0.0042, 0.0013, 0.0003
O, 5.8391, 14.5252, 18.784, 0.0024, 0.0006, 0
O, 0.5728, 1.8353, 20.7202, -0.0003, 0.0012, 0.0046
O, 2.0235, 11.9919, 14.7706, -0.0101, -0.0013, -0.0086
O, 3.3561, 11.6416, 19.3041, 0.0005, -0.0028, -0.0024
O, 5.2932, 5.1871, 16.8212, -0.0118, 0.0051, 0.0191
O, 10.1718, 16.512, 24.6021, 0.0051, 0.0022, -0.0081
O, 4.0085, 11.2399, 21.7953, -0.0001, -0.0016, 0.003
O, 9.226, 2.4203, 22.1896, -0.0038, -0.0049, -0.0058
O, 2.0187, 1.8647, 22.8704, -0.0054, 0.0078, -0.0055
O, 3.8602, 7.3326, 17.6257, -0.0033, 0.0027, 0.0004
O, 5.5766, 1.0886, 25.5406, -0.0099, -0.0049, 0.0042
O, 8.358, 9.6399, 21.9526, -0.0048, -0.0035, -0.0009
O, 4.0875, 7.1525, 24.7376, 0.0017, 0.0159, -0.0032
O, 6.1581, 6.8013, 18.6665, 0.0172, -0.0031, 0.0052
O, 2.6167, 9.6668, 17.7113, -0.0016, -0.0014, 0.0048
O, -1.4501, 15.5992, 15.6127, 0.0109, 0.0165, 0.0061
O, 5.0742, 6.9228, 14.9161, -0.0013, -0.0069, 0.0039
O, 8.0034, 2.0628, 25.5787, 0.011, 0.0126, 0.0044
O, 7.4527, 5.9799, 15.2021, -0.0069, 0.0005, -0.0047
O, 0.6225, 0.2671, 24.6448, 0.0071, 0.0103, 0.0002
O, 1.7888, 2.6692, 25.2616, 0.0045, 0.0016, 0.0038
O, 1.9612, 7.8386, 15.9507, -0.0041, 0.0052, -0.0224
O, 7.6277, 11.0403, 25.5038, 0.0013, -0.0042, 0.007
O, -0.017, 0.1665, 14.5927, -0.0098, -0.004, -0.0091
O, 3.4318, 9.1638, 20.2188, -0.0012, -0.0047, 0.0006

Results
free energy: -213990.206 eV
free energy less fixed offsets of O -568.88, Si -635.61 eV per atom: -4.766 eV

The program warned: the cutoff lies below the one the program advises for these potential files; the exchange-correlation potential is rough where the density is thin.
